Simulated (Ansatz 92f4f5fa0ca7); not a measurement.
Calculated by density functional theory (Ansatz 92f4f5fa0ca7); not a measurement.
Periodic cell of 264 atoms, Si152O112, from a study of silicon, its oxide and their interface. The atomic structure is a simulated model.
This geometry differs little from another in the collection (a relaxation step or a small displacement).

Settings: functional r2SCAN; potential files Ansatz PAW; basis plane waves; wave-function cutoff 800 eV; density cutoff ratio 5; exchange-correlation grid ratio 1; k mesh 1 x 1 x 1, shifted by 0.5 0.5 0 of a step; self-consistency stop 1e-10 eV per atom in the density residual; occupations fixed; spin none; net charge 0.

Cell vectors (angstrom)
a 10.887 0 0
b 0 10.887 0
c 0 0 38.5071

Atoms: element, x, y, z (angstrom)
Si 0.1434 -0.3148 0.3641
Si 2.9132 2.1165 -0.0904
Si -0.4104 5.6158 0.2175
Si 2.3606 8.3583 -0.2422
Si 5.4437 0.1927 -0.072
Si 8.0422 2.9667 0.3137
Si 5.7406 5.0817 0.0481
Si 8.3793 7.9084 0.2326
Si 1.3806 1.2868 1.4895
Si 4.0078 3.9255 1.1437
Si 1.3645 6.746 1.2313
Si 4.1468 9.4108 1.0788
Si 6.8546 1.3023 1.4243
Si 9.4809 4.1273 1.6977
Si 6.7812 6.6977 1.4256
Si 9.5115 9.3936 1.6228
Si 0.0461 2.6976 2.8231
Si 2.8047 -0.1485 2.6763
Si 0.0682 8.0283 2.8151
Si 2.7292 5.358 2.5687
Si 5.4014 2.6808 2.6813
Si 8.1609 -0.0396 2.8253
Si 5.4041 8.1303 2.6384
Si 8.0938 5.4622 2.9493
Si 1.4076 4.0937 4.0888
Si 4.0918 1.2931 4.0531
Si 1.4184 9.4541 4.0932
Si 4.0543 6.7475 3.9892
Si 6.7164 4.027 4.1368
Si 9.5413 1.3314 4.1372
Si 6.753 9.4769 4.0861
Si 9.5422 6.7803 4.2073
Si 0.0379 -0.0413 5.4422
Si 2.7511 2.6978 5.4216
Si 0.0271 5.4047 5.495
Si 2.7448 8.0956 5.4396
Si 5.4403 -0.0228 5.4555
Si 8.1454 2.6952 5.4607
Si 5.3951 5.4394 5.4364
Si 8.1546 8.1747 5.4775
Si 1.3696 1.3622 6.7845
Si 4.0741 4.0806 6.8101
Si 1.368 6.7959 6.8331
Si 4.0766 9.5003 6.7929
Si 6.8025 1.3394 6.8239
Si 9.5147 4.0598 6.8094
Si 6.7806 6.7886 6.7949
Si 9.5286 9.5354 6.817
Si -0.0011 2.716 8.1493
Si 2.7248 0.0037 8.1411
Si 0.003 8.1799 8.1736
Si 2.731 5.448 8.1797
Si 5.4558 2.7405 8.164
Si 8.1803 0.0076 8.1812
Si 5.447 8.1726 8.1542
Si 8.1598 5.4433 8.1493
Si 1.3475 4.097 9.4974
Si 4.0817 1.3764 9.4954
Si 1.3466 9.5798 9.525
Si 4.074 6.8525 9.5247
Si 6.8237 4.0936 9.5358
Si 9.539 1.3774 9.5256
Si 6.8044 9.5297 9.5129
Si 9.5038 6.8222 9.5025
Si 0.0045 0.059 10.9168
Si 2.6975 2.729 10.8424
Si -0.0049 5.476 10.8384
Si 2.7137 8.2486 10.8852
Si 5.4532 0.0289 10.8513
Si 8.192 2.7167 10.8983
Si 5.4664 5.5088 10.8488
Si 8.1753 8.1997 10.8814
Si 1.3641 1.4231 12.2982
Si 4.0641 4.1345 12.1103
Si 1.2887 6.9078 12.1862
Si 4.0671 9.6438 12.25
Si 6.8278 1.3293 12.2449
Si 9.59 4.0838 12.2125
Si 6.8127 6.8649 12.2483
Si 9.5052 9.5956 12.2496
Si 0.0379 2.7968 13.6945
Si 2.7376 0.1197 13.6931
Si -0.0337 8.2814 13.6214
Si 2.6886 5.5226 13.4053
Si 5.4215 2.7661 13.4266
Si 8.1665 -0.015 13.7116
Si 5.445 8.3007 13.5709
Si 8.2364 5.4515 13.5005
Si 1.444 4.2814 14.9384
Si 4.1066 1.602 14.9678
Si 1.3769 9.6102 15.0413
Si 4.0205 6.8837 14.73
Si 6.8324 4.0592 14.731
Si 9.5444 1.4056 15.0504
Si 6.7416 9.5333 15.1405
Si 9.462 6.8618 14.9117
Si 0.0085 0.0471 16.4413
Si 3.1783 3.3966 16.2807
Si 0.2695 5.8848 16.2086
Si 2.5968 7.9776 16.2354
Si 5.6135 0.4235 16.2924
Si 7.8756 2.584 16.2264
Si 5.4377 5.4828 15.8849
Si 7.6879 7.634 16.3116
Si 7.384 0.5964 22.3783
Si 9.0775 30.9643 18.4619
Si -8.4881 20.4276 20.9231
Si 3.7335 10.548 30.3074
Si -1.7938 15.0352 33.9037
Si -1.8021 16.2947 21.1278
Si -11.0484 18.9969 20.9765
Si -19.0723 -4.9642 24.7356
Si -13.7172 8.383 24.9406
Si -4.145 -1.2363 20.12
Si -9.6864 12.7879 35.6596
Si 1.4142 12.4114 21.3882
Si 0.1738 7.6798 28.8218
Si -15.8327 3.9716 27.799
Si -21.9575 13.3789 27.5332
Si -6.7261 20.5055 18.466
Si 3.0273 -7.146 34.2063
Si -17.1838 12.8806 25.989
Si -19.1312 13.8236 23.8468
Si 1.2665 13.0774 18.3894
Si -14.8157 21.6106 30.6342
Si -14.8345 18.1861 22.1632
Si -17.6116 8.1572 23.1133
Si 4.1063 7.2271 26.9493
Si -12.2621 13.5482 22.4401
Si -3.7065 6.1475 32.3015
Si -25.7441 6.9395 27.1893
Si -20.9375 5.326 27.0476
Si -1.2354 15.0183 18.3167
Si -11.8311 42.5451 23.4862
Si 13.416 1.3568 28.1554
Si -5.9195 -5.4849 35.5504
Si -0.5858 10.4218 35.9925
Si 7.3714 9.7401 36.3232
Si 1.417 8.1956 35.2989
Si -13.871 23.8755 32.2455
Si 3.1974 8.9582 32.7866
Si -13.6309 29.6548 29.9387
Si 9.7789 3.6659 36.5609
Si 8.0941 13.1487 29.3428
Si -8.5579 9.3792 27.893
Si -10.0329 5.7053 33.5147
Si 5.6386 14.8857 33.0932
Si -0.0038 12.4573 24.7718
Si 2.0507 17.5168 31.0835
Si 3.3888 16.1319 28.921
Si -16.0663 29.8296 34.1866
Si 5.7836 21.2851 24.7204
O 0.5445 0.4699 -3.2391
O 5.4266 9.1212 -19.1627
O 8.7022 10.3904 -2.9006
O 4.2253 1.2114 -0.505
O -1.4172 6.8066 -0.2721
O -14.938 7.4139 -5.2762
O -0.0622 14.8764 -11.5885
O 1.3465 9.6206 -0.1844
O 6.3718 -0.1173 -1.3981
O 10.2416 0.0957 -0.9954
O 6.494 2.7489 -5.8833
O -0.1965 4.7359 -1.1402
O 5.382 5.6776 -1.4279
O -3.3299 11.4139 -6.5074
O 7.846 8.6419 -1.1051
O -8.6998 8.9645 -4.4332
O -0.9743 -0.8836 17.3548
O -15.2031 5.3723 27.2923
O -16.4356 -11.1575 30.5503
O -7.3238 9.0301 21.9031
O 1.4066 6.9558 16.7556
O -0.4903 5.3233 17.5327
O -17.9113 6.0268 25.8738
O 4.7 10.8617 17.5815
O 0.9696 11.7774 17.4642
O -7.8786 8.3982 26.7934
O 2.9985 7.2042 23.7605
O -5.1528 13.9176 26.4865
O -1.3413 4.2402 22.1424
O -3.222 29.4692 23.5378
O -5.2891 18.6493 26.7219
O 7.8606 -0.8009 19.0308
O -9.5054 18.2111 29.8113
O -10.9432 17.3472 27.7847
O -5.536 18.099 22.5019
O 2.7306 15.4467 23.8612
O -13.1447 21.4344 22.811
O 12.3076 19.1541 20.6734
O 4.3793 26.2444 16.6938
O 13.3546 3.0132 17.6972
O -2.4441 3.4609 17.4806
O -12.859 13.4814 33.4154
O -20.3748 2.3687 24.7088
O 3.5288 19.3683 17.4943
O -17.0139 9.2557 24.1603
O 3.6208 4.4777 35.5467
O -14.4089 -14.2354 28.5919
O 7.2419 8.4219 21.0389
O -18.7374 18.4859 31.916
O 3.0335 21.098 31.7501
O 0.7691 8.9814 28.0775
O 4.7094 19.8827 33.3457
O 6.5073 17.4034 16.6529
O -11.1822 4.6308 33.6706
O -17.7647 -4.219 28.4601
O -9.102 1.8426 19.8609
O -6.7194 14.2621 33.1458
O -9.7447 2.1411 28.3946
O -4.1031 12.3669 16.786
O 4.5783 15.0644 28.6733
O -25.6675 25.0491 28.7827
O -15.4792 0.5512 23.5724
O -2.8348 7.2494 26.086
O -30.3945 10.8775 27.3358
O -8.4659 2.3779 22.3401
O -4.3127 0.0547 21.0777
O -3.0145 6.6646 30.9565
O -9.5811 16.7806 25.5868
O -17.7717 2.4028 24.5348
O -26.6701 15.4382 34.6049
O -9.2524 10.8148 21.5745
O -5.7707 0.4562 25.8609
O -22.6696 8.7731 19.7058
O 8.4063 7.8977 17.7591
O -0.3613 19.792 22.3612
O -1.1709 18.9087 29.6218
O -13.7211 -8.8442 22.0498
O -1.3483 19.8815 24.7752
O -1.874 15.6285 19.6588
O -14.1547 16.8321 21.5872
O -7.6782 11.9337 29.6103
O -7.8707 -0.8413 19.5146
O -7.6186 20.2878 29.237
O -2.4102 13.5813 30.8547
O -1.1508 35.0974 24.0252
O -8.6717 26.6567 33.4584
O -3.8162 20.5036 25.305
O -8.5164 18.887 36.6388
O -3.3025 31.0235 30.5602
O 1.9978 12.9578 37.0621
O -9.9724 17.6535 34.7276
O -4.4179 30.7686 35.234
O -0.3807 12.3194 26.325
O -3.4066 22.5297 29.3941
O 0.0856 11.0127 24.0325
O 3.4662 2.1687 27.1358
O -10.1149 17.2399 32.0415
O -0.1157 3.0012 18.5751
O -0.6887 6.5916 21.1516
O -2.6876 16.029 33.0261
O 2.217 13.2777 34.5132
O -18.8753 16.2604 30.4687
O -10.9562 2.8549 35.6771
O 0.0482 19.8363 35.7548
O 6.8849 14.8529 38.2441
O -15.9393 16.1403 32.0678
O 8.9689 13.529 37.5144
O -1.4657 2.3506 28.4677
O 8.7637 15.2097 35.4845
O -8.7701 15.8219 27.9641
O -6.0675 6.8782 34.8824
O -0.1426 23.6908 21.6654

Results
free energy: -161107.480 eV
free energy less fixed offsets of O -570.45, Si -639.56 eV per atom: -3.960 eV

Forces (eV/angstrom), in the order of the atoms: element, x, y, z
Si 0.0057 -0.001 0.0157
Si 0.0086 -0.0048 0.0179
Si 0.0002 0.0065 0.0151
Si -0.0057 0.0082 0.0174
Si -0.0032 0.0026 0.0152
Si -0.006 -0.002 0.0155
Si 0.0037 -0.0029 0.0165
Si 0 -0.0019 0.0148
Si 0.0016 0.0023 -0.0035
Si 0.0017 0.0048 -0.0006
Si 0.0027 -0.0029 -0.0031
Si 0.002 -0.0018 -0.0009
Si 0.0042 -0.0018 -0.0048
Si 0.0033 -0.0016 -0.0085
Si -0.0003 0.0018 -0.0031
Si 0.0001 0.0028 -0.0036
Si 0.0005 0.0013 0.0015
Si 0.0022 0.0002 -0.0014
Si 0.0017 -0.0002 0.0012
Si 0.0012 -0.0001 0.0009
Si -0.0013 -0.0008 -0.0006
Si 0.0008 -0.0004 0.002
Si 0.0004 -0.0004 0.0008
Si 0.0014 0.0012 -0.0004
Si 0.002 0.0001 0.0004
Si 0.0017 -0.0007 0.0016
Si 0.0002 -0.0022 -0.0008
Si 0.0009 0.0015 0.0015
Si 0.0004 -0.0009 0.0001
Si 0.0007 -0.0008 0.0012
Si -0.0001 0.0005 0.0009
Si 0.0012 -0.0007 -0.0005
Si 0.0002 0.0008 0.0014
Si -0.0001 -0.0004 0.0009
Si 0.001 0.0003 0.0019
Si 0.0008 -0.0007 0.0006
Si 0.0013 -0.0001 0.0012
Si 0.0007 -0.0008 0.002
Si -0.0001 0.0001 0.0004
Si 0 0.0005 0.0017
Si 0.0011 0.0003 0.0003
Si 0.0008 -0.0001 0.0003
Si 0.0011 -0.0006 0.0005
Si 0.0009 -0.0003 0.0002
Si 0.0001 -0.0005 0.0004
Si 0.0013 0.0005 0.0006
Si 0.0021 0 0.0002
Si 0.001 -0.0005 0.0008
Si 0.0003 -0.001 0.0011
Si 0.0003 -0.0005 0.0018
Si 0.0002 -0.0005 0.002
Si 0.0009 -0.0003 0.0001
Si 0.0006 -0.0001 0.0012
Si 0.0005 -0.0007 0.0012
Si 0 -0.0007 0.0007
Si -0.0002 -0.0006 0.0016
Si 0.0005 -0.0003 0.0016
Si 0.0006 -0.0006 0.0011
Si 0.0009 -0.0005 0.0009
Si 0.0006 0.0004 0.0009
Si 0.0011 -0.0005 0.001
Si 0.0005 -0.0005 0.001
Si 0.001 -0.0003 0.0014
Si 0.0011 -0.0001 0.0009
Si 0.0005 -0.0009 0.0018
Si 0.0011 -0.0007 0.0017
Si -0.0001 0.0004 0.0019
Si 0.0008 -0.0016 0.0012
Si -0.0002 -0.0001 0.0012
Si -0.0007 0.0003 0.0011
Si 0.0007 -0.0011 0.0009
Si 0.0012 0 0.0017
Si 0 -0.0005 -0.0009
Si 0.0012 0.0002 -0.0022
Si -0.0008 0.0006 -0.0004
Si 0.0008 0 0.0001
Si 0.0013 -0.001 0.001
Si 0.0018 -0.0021 -0.001
Si -0.0002 0 0.0009
Si -0.0001 -0.0009 -0.0019
Si 0.0017 -0.0003 0.0017
Si -0.001 0.0002 0.0014
Si -0.0002 -0.0001 0.002
Si -0.0003 -0.0015 0.0018
Si -0.0007 -0.0008 0.0018
Si -0.001 -0.0004 0.0016
Si 0.0014 0.0001 0.0007
Si 0.0001 0.0003 0.0015
Si 0.0016 0.0017 -0.0036
Si 0.0019 0.0014 -0.0022
Si 0.0009 -0.0016 -0.0036
Si 0.0009 -0.0015 -0.0035
Si 0.0009 -0.0006 -0.003
Si -0.0006 0.0001 -0.0044
Si 0.0004 -0.0006 0.0004
Si 0 0.0009 -0.0055
Si -0.0035 -0.0022 0.0307
Si -0.0029 0.0031 0.0292
Si -0.0036 -0.0029 0.027
Si 0.0088 -0.0006 0.027
Si -0.0055 -0.0006 0.0258
Si 0.0004 0.004 0.0264
Si -0.0014 0.0004 0.0166
Si 0.0031 -0.003 0.0293
Si -0.0038 0.0008 -0.0044
Si 0.0038 0.0036 0.0379
Si -0.0017 -0.0001 0.0082
Si -0.0036 0.0034 -0.0221
Si -0.0005 -0.0008 0.0012
Si -0.0049 -0.0007 0.0064
Si 0.0019 0.002 0.0075
Si 0.0022 0.0049 -0.0157
Si 0.0018 0.0093 -0.0219
Si 0.0005 0.003 0.0143
Si 0.0032 0.0045 0.0139
Si -0.0011 -0.0063 0.0062
Si -0.0015 0.0012 -0.0225
Si -0.0045 0.0007 -0.0208
Si 0.0067 -0.0037 -0.0214
Si -0.0028 0.0003 0.039
Si 0.0033 0.0009 -0.0031
Si 0.0016 -0.0038 -0.0189
Si -0.0019 -0.0103 -0.0184
Si 0.0007 -0.0047 0.0403
Si -0.0122 -0.0047 -0.0195
Si -0.0002 -0.0067 -0.0049
Si -0.0023 0.0011 -0.0114
Si -0.0009 -0.0028 -0.0167
Si -0.0029 0.0009 -0.0048
Si 0.0009 0.0077 -0.0171
Si 0.0004 0.0031 -0.0288
Si 0.0017 0.0014 -0.0179
Si -0.001 0.004 0.0378
Si -0.0015 -0.0037 -0.011
Si 0.0005 0.0031 -0.0241
Si 0.0013 0.0088 0.0189
Si 0.0001 0.001 0.0166
Si 0.0002 0.0031 0.0227
Si 0.0083 0.0013 0.0169
Si 0.0024 -0.005 -0.0194
Si 0.002 0.001 -0.015
Si 0.0012 0.007 -0.0254
Si 0.0021 -0.0043 0.0144
Si -0.0004 0.0023 -0.0239
Si 0.0014 0.0036 -0.0198
Si 0.0041 0.0023 -0.0078
Si 0.0073 -0.0086 -0.0134
Si -0.0078 -0.0024 -0.0176
Si 0.0062 0.0024 -0.0185
Si 0.0029 -0.0038 -0.0325
Si 0.001 0.0028 0.0018
Si 0.0009 0.0017 -0.0182
O 0.0002 0.0019 -0.0025
O -0.0045 -0.001 -0.0058
O 0.0037 0.0017 -0.0063
O -0.0025 0.0016 -0.0042
O 0.0014 -0.0015 -0.0048
O 0.0034 -0.005 -0.0004
O 0.0012 0.0016 0.0057
O 0.0032 -0.0045 -0.0035
O 0.0085 -0.003 -0.0177
O -0.0037 0.0003 -0.0183
O -0.0139 0.0141 0.0145
O -0.0025 -0.0095 -0.0171
O -0.0043 0.0016 -0.0246
O 0.0034 0.0021 0.0073
O -0.0023 0.0094 -0.0191
O -0.0013 0.0022 -0.0002
O 0.0118 0.0103 -0.029
O -0.0009 -0.0037 0.005
O -0.0028 0.0031 0.0049
O 0 -0.0024 -0.0007
O -0.001 -0.0001 -0.0145
O 0.0071 0.0085 -0.0264
O 0.0028 0.0043 0.0118
O 0.0117 0.0106 -0.0318
O -0.0067 -0.0084 -0.0235
O 0.001 -0.0008 0.0146
O -0.0005 -0.0046 0.0091
O 0.0021 0.0056 0.0099
O 0.0004 -0.0007 -0.0014
O 0.0013 -0.0014 0.0009
O -0.0011 -0.0026 0.0104
O 0.0009 -0.0008 -0.0082
O 0.0004 -0.0041 0.0109
O 0.0014 0.0041 0.0087
O -0.001 0.0004 0.0047
O 0.0009 -0.0027 0.0061
O 0.0004 -0.0025 0.0065
O -0.0008 0.0032 -0.003
O 0.0002 -0.0016 -0.0111
O 0.0117 0.0048 -0.0277
O -0.0109 -0.0133 -0.0289
O 0.0088 -0.0032 0.0006
O 0.0012 0.0006 0.0024
O -0.0123 -0.0111 -0.0318
O -0.0016 -0.0006 0.0083
O 0.0008 0.0011 -0.0036
O -0.0052 -0.001 0.0256
O -0.0002 0.0027 -0.0093
O 0.0026 0.0002 0.0072
O -0.0027 -0.0016 0.0143
O -0.0006 -0.001 0.003
O 0.0007 0.0013 0.0044
O -0.002 -0.0019 -0.0149
O -0.001 -0.0005 0.0036
O -0.0068 -0.004 0.0126
O -0.0047 0.0056 -0.0245
O 0.0001 -0.0001 0.0076
O 0.0003 -0.0014 0.0059
O 0.0025 -0.0005 -0.0088
O -0.003 0.0032 0.0083
O 0.0053 -0.0039 0.0064
O -0.0036 -0.0023 0.0083
O -0.0081 -0.0074 0.0313
O 0.0009 -0.0038 0.0107
O 0.0003 0.0007 0.009
O 0.0023 -0.0059 0.0007
O -0.0078 -0.0133 0.019
O -0.0022 -0.0012 0.0114
O 0.0015 0.0004 0.0051
O -0.0001 -0.0019 -0.0021
O 0.0025 -0.0019 -0.0004
O -0.0016 0.0021 0.0057
O -0.0058 0.0035 -0.0152
O -0.0096 -0.0114 -0.0352
O -0.0027 0.001 0.0009
O -0.0064 0.001 0.0067
O -0.0001 -0.0005 -0.0028
O 0.0014 0.0009 0.0081
O 0.0063 -0.0054 -0.0181
O -0.0005 0.0014 -0.0057
O 0.0025 -0.0021 0.0098
O 0.0039 -0.0005 -0.0137
O -0.0001 0.002 0.0105
O -0.0001 0.0023 0.013
O 0.0024 -0.0016 0.0063
O 0.0011 -0.0037 0.0073
O 0.002 -0.001 0.006
O -0.0046 -0.0016 -0.0252
O 0.0023 -0.0001 0.0047
O -0.0101 -0.0031 -0.0238
O -0.0008 -0.0019 0.0004
O -0.0002 -0.0026 -0.0055
O 0.0008 0.006 0.0133
O 0.0001 -0.0007 0.0104
O 0.0013 0.0017 0.0048
O -0.0041 -0.0031 0.0124
O -0.0014 -0.0024 0.0103
O 0.0019 -0.0032 -0.0017
O 0.0009 -0.0006 0.0017
O 0.002 0 0.0007
O 0.0012 0.0025 -0.0016
O -0.002 0.0024 0.0185
O 0.002 -0.001 -0.0016
O -0.001 0.0003 -0.0071
O 0.0007 0.0009 -0.0035
O 0.0013 -0.0032 0.0071
O 0.0093 0.0045 -0.0151
O -0.0086 0.0012 0.0127
O -0.0021 0.0011 -0.0009
O 0.0046 0.0034 0.0094
O 0.0027 -0.0013 -0.0041
O 0.0016 -0.0008 0.0033

The program warned: the cutoff lies below the one the program advises for these potential files; the forces do not sum to zero within the program's tolerance; empty levels may hold ghost states of the PAW files; the exchange-correlation potential is rough where the density is thin.
